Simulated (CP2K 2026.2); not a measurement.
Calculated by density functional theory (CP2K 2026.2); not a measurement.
Periodic cell of 504 atoms, Si360O144, from a study of silicon, its oxide and their interface. The atomic structure is a simulated model.
Doubt: the forces sum to 1.75 eV/angstrom along one axis rather than to zero, so they err by at least 0.0035 eV/angstrom per atom on average; the grid cutoff is modest.

Settings: functional PBE; method Gaussian and plane waves; basis set DZVP-MOLOPT-SR-GTH; pseudopotentials GTH-PBE; grid cutoff 300 Ry, relative cutoff 40 Ry; k points Gamma only; occupations fixed; spin none; net charge 0.

Cell vectors (angstrom)
a	16.32	0	0
b	0	16.32	0
c	3.8092	-1.026	34.1276

Atoms and the computed forces on them: element, x, y, z (angstrom), force x, y, z (eV/angstrom)
Si	1.65	-1.655	0.243	-0.057	0.056	0.793
Si	4.109	1.29	0.445	0.029	-0.016	0.56
Si	1.941	3.445	0.029	-0.209	0.16	0.818
Si	4.294	6.398	0.132	-0.06	0.197	0.722
Si	1.048	-6.634	0.179	0.266	-0.012	0.685
Si	3.836	-3.766	0.294	-0.036	-0.084	0.672
Si	6.234	-0.885	-0.095	0.233	-0.024	0.729
Si	9.718	1.442	-0.078	-0.274	0.062	0.676
Si	6.485	4.22	0.104	0.215	-0.02	0.771
Si	9.304	7.004	-0.028	0.15	-0.098	0.723
Si	7.099	9.225	-0.053	-0.215	0.079	0.773
Si	-6.652	-4.326	-0.013	-0.102	0.234	0.733
Si	-4.467	-0.898	-0.028	0.067	-0.197	0.792
Si	-1.54	1.532	-0.034	0.173	-0.188	0.735
Si	-3.69	3.828	0.13	-0.07	0.096	0.748
Si	-1.184	6.806	-0.012	-0.277	0.071	0.675
Si	-4.324	-6.461	-0.01	0.166	-0.275	0.763
Si	-1.042	-4.322	0.012	-0.194	0.135	0.765
Si	2.721	-0.11	1.633	-0.009	-0.015	-0.048
Si	5.449	2.761	1.61	-0.007	0.028	-0.038
Si	2.76	5.228	1.412	-0.062	0.022	-0.05
Si	5.471	8.1	1.276	-0.02	0.01	-0.045
Si	2.673	-5.45	1.416	-0.012	-0.027	-0.022
Si	5.406	-2.531	1.449	0.037	0.003	-0.057
Si	8.054	0.152	1.117	0.036	0.007	-0.054
Si	-5.361	2.766	1.392	0.018	-0.016	-0.04
Si	8.144	5.427	1.296	-0.031	0.013	-0.061
Si	-5.432	8.189	1.268	-0.017	0.004	-0.031
Si	8.148	10.834	1.329	0.002	-0.025	-0.063
Si	-5.53	-2.628	1.21	0.004	-0.006	-0.047
Si	-2.76	0.03	1.313	-0.001	-0.003	-0.085
Si	0.107	2.608	1.288	-0.022	0.032	-0.042
Si	-2.595	5.475	1.35	0.02	0.006	-0.041
Si	-0.053	8.159	1.509	0.028	0.006	-0.032
Si	-2.727	-5.364	1.306	0.018	-0.016	-0.02
Si	0.03	-2.802	1.45	-0.008	-0.008	-0.079
Si	1.303	1.295	2.821	-0.004	-0.002	0.03
Si	4.06	4.056	2.934	0.01	0.002	0.044
Si	1.395	6.719	2.696	0.032	0.004	0.017
Si	4.112	9.484	2.651	0.003	-0.007	0.022
Si	1.349	-4.138	2.851	0.009	0.027	0.029
Si	4.114	-1.363	2.976	-0.011	-0.018	0.057
Si	6.88	1.376	2.771	0.004	-0.034	0.02
Si	9.542	4.118	2.679	-0.019	0.011	0.012
Si	6.804	6.779	2.715	0.013	-0.019	0.031
Si	9.534	9.514	2.708	0.011	-0.01	0.022
Si	6.793	12.276	2.637	-0.016	0.001	0.01
Si	-6.922	-1.285	2.554	-0.025	0.018	0.016
Si	-4.06	1.369	2.753	0.011	-0.007	0.037
Si	-1.213	4.077	2.665	-0.012	-0.02	0.026
Si	-4.068	6.808	2.64	-0.004	0.007	0.009
Si	-1.459	-6.775	2.762	-0.012	0.023	0.002
Si	-4.108	-3.966	2.621	-0.012	-0.001	0.007
Si	-1.4	-1.374	2.669	0.012	0.014	0.002
Si	-0.07	-0.051	4.119	0.001	-0.023	0.007
Si	2.676	2.663	4.185	0.002	0.013	-0.014
Si	0.045	5.421	4.108	-0.002	-0.013	0
Si	2.756	8.123	4.033	-0.01	-0.011	-0.001
Si	-0.053	-5.475	4.143	0.008	-0.015	-0.016
Si	2.712	-2.771	4.205	-0.012	-0.007	-0.011
Si	5.507	0.05	4.183	-0.023	0.01	-0.007
Si	8.228	2.747	4.093	-0.003	0.006	-0.01
Si	5.465	5.463	4.153	0.013	0.003	-0.006
Si	8.173	8.148	4.067	-0.005	0.005	-0.02
Si	5.445	10.886	4.015	-0.011	0.009	-0.006
Si	8.152	-2.688	4.01	0.005	0.027	-0.014
Si	-5.494	-0.008	4.011	0.002	-0.02	-0.029
Si	-2.656	2.748	4.041	0.009	0.023	-0.018
Si	-5.425	5.471	4.037	0.013	0.01	0.006
Si	-2.779	8.155	4.085	0.001	0.006	0.005
Si	-5.425	-5.393	4.01	0.006	-0.009	-0.013
Si	-2.751	-2.701	4.056	-0.004	-0.012	0.01
Si	1.377	-1.353	16.29	0.017	-0.007	-0.011
Si	4.082	1.365	16.321	-0.003	-0.003	-0.011
Si	1.37	4.103	16.376	-0.013	0.003	-0.001
Si	4.066	6.798	16.373	-0.006	-0.004	0.005
Si	1.379	-6.8	16.339	0.002	0.008	-0.007
Si	4.067	-4.129	16.307	0.006	-0.014	-0.007
Si	6.801	-1.342	16.332	0.018	0.008	0.005
Si	-6.81	1.357	16.325	0.001	0.007	-0.009
Si	6.792	4.074	16.304	-0.001	-0.006	-0.007
Si	-6.816	6.782	16.283	-0.007	-0.008	-0.019
Si	6.768	9.517	16.335	-0.009	-0.006	-0.005
Si	-6.829	-4.076	16.292	0.006	-0.005	-0.007
Si	-4.069	-1.346	16.313	0.008	-0.001	-0.005
Si	-1.34	1.38	16.329	0.018	-0.002	0.006
Si	-4.082	4.085	16.336	0.001	0.005	0.003
Si	-1.365	6.776	16.337	-0.008	0.004	-0.004
Si	-4.068	9.508	16.252	0.007	0.004	-0.021
Si	-1.343	-4.065	16.286	-0.01	0.001	-0.011
Si	2.7	0.022	17.664	0.006	-0.002	0.011
Si	5.459	2.707	17.676	-0.008	0.014	-0.012
Si	2.723	5.45	17.781	0.005	0.013	0.025
Si	5.382	8.202	17.735	0.009	0.009	-0.01
Si	2.723	-5.45	17.746	-0.003	0.001	0.009
Si	5.441	-2.768	17.614	-0.012	0.006	0.012
Si	8.168	0.011	17.725	-0.004	-0.009	-0.002
Si	-5.474	2.739	17.674	-0.018	0.005	0.019
Si	8.116	5.461	17.652	0.017	-0.002	0.017
Si	-5.392	8.105	17.585	-0.002	0.004	-0.013
Si	8.172	10.854	17.663	-0.001	0.004	0.025
Si	-5.501	-2.673	17.63	-0.016	-0.005	-0.004
Si	-2.683	0.003	17.67	-0.017	-0.024	0.037
Si	0.015	2.729	17.727	0.02	-0.013	0.01
Si	-2.724	5.424	17.73	0	0.002	0.012
Si	0.027	-8.19	17.66	0.014	0.004	0.016
Si	-2.746	-5.415	17.59	0.006	-0.013	0.009
Si	0.062	-2.741	17.642	0.005	-0.001	-0.013
Si	1.411	1.403	19.1	-0.003	0.015	-0.01
Si	4.144	4.047	19.076	-0.007	0.002	-0.014
Si	1.351	6.843	19.151	-0.01	0.009	-0.023
Si	4.027	-6.797	19.188	0.003	-0.034	-0.01
Si	1.354	-4.084	19.096	-0.009	0.011	-0.007
Si	4.029	-1.437	18.92	-0.012	-0.023	-0.025
Si	6.797	1.372	19.078	0.023	0.004	-0.009
Si	-6.871	4.111	19.024	0.021	-0.026	-0.028
Si	6.783	6.844	19.024	0.003	0.003	-0.022
Si	-6.707	9.454	18.923	-0.009	0.022	-0.026
Si	6.81	-4.083	19.002	0.003	-0.014	-0.021
Si	9.516	-1.356	19.104	0.013	-0.008	-0.016
Si	-4.108	1.347	18.988	0.014	0.025	-0.022
Si	-1.355	4.069	19.103	0.001	-0.008	-0.007
Si	-4.133	6.776	19.059	-0.013	-0.015	-0.004
Si	-1.382	-6.798	18.892	-0.001	0.01	-0.031
Si	-4.135	-4.042	18.909	-0.008	-0.012	-0.017
Si	-1.229	-1.345	18.977	0.005	0.034	-0.023
Si	0.072	0.014	20.448	-0.014	-0.006	0.04
Si	2.86	2.676	20.508	-0.005	-0.02	0.024
Si	0.004	5.411	20.493	0.026	0.008	0.044
Si	2.626	8.237	20.654	-0.027	0.009	0.064
Si	-0.1	-5.471	20.329	0.018	-0.004	0.078
Si	2.696	-2.67	20.437	0.006	0.008	0.058
Si	5.442	-0.159	20.234	0.008	-0.023	0.042
Si	8.087	2.81	20.458	-0.019	0.019	0.063
Si	5.434	5.503	20.405	-0.024	0.027	0.034
Si	8.274	8.133	20.304	0.004	-0.015	0.041
Si	5.462	-5.395	20.423	-0.005	0.006	0.064
Si	8.162	-2.771	20.431	0.012	0.018	0.049
Si	-5.437	0.04	20.438	-0.031	-0.019	0.067
Si	-2.773	2.686	20.38	-0.018	0.001	0.042
Si	-5.537	5.444	20.441	-0.001	-0.012	0.06
Si	-2.722	-8.123	20.268	0.009	-0.003	0.056
Si	-5.407	-5.473	20.278	0.001	0.006	0.035
Si	-2.71	-2.685	20.161	-0.009	0.018	0.028
Si	1.631	-1.083	21.87	-0.129	-0.126	-0.714
Si	4.049	0.945	21.688	-0.089	0.223	-0.583
Si	1.687	4.287	21.76	-0.177	-0.079	-0.775
Si	3.851	6.559	21.797	0.058	0.274	-0.77
Si	0.821	-6.986	21.87	0.411	0.148	-0.76
Si	4.304	-3.786	21.707	-0.072	-0.193	-0.731
Si	6.542	-1.628	21.696	0.217	0.052	-0.745
Si	-6.636	1.652	21.706	-0.104	-0.204	-0.757
Si	6.947	4.417	21.825	-0.012	-0.148	-0.683
Si	-7.069	6.6	21.852	0.137	0.091	-0.717
Si	7.156	-6.584	21.53	-0.162	0.047	-0.725
Si	9.346	-4.412	21.632	0.09	0.203	-0.711
Si	-3.713	-1.124	21.555	-0.231	0.033	-0.718
Si	-1.581	1.137	21.677	0.113	0.127	-0.741
Si	-4.397	3.807	21.661	0.161	0.126	-0.835
Si	-1.285	7.016	21.66	-0.031	-0.254	-0.719
Si	-3.811	-6.551	21.61	-0.132	-0.063	-0.748
Si	-1.701	-4.269	21.519	0.077	0.01	-0.743
Si	-0.003	4.581	-6.622	-0.021	0.069	-0.055
Si	3.808	-5.355	24.263	0	0.085	-0.132
Si	7.962	-1.256	26.451	0.037	-0.057	-0.101
Si	-5.442	-7.946	23.967	-0.052	-0.152	-0.063
Si	-2.609	5.236	23.762	-0.024	0.063	-0.118
Si	-7.784	-0.349	23.626	-0.046	-0.035	-0.064
Si	1.249	1.226	-4.498	-0.017	0.047	0.004
Si	0.971	-5.506	24.753	-0.157	-0.083	-0.15
Si	-6.235	7.772	-5.263	-0.024	-0.117	0.025
Si	-1.562	-2.932	-2.838	0.097	-0.031	0.17
Si	5.505	2.502	23.885	0.1	0.052	-0.111
Si	0.39	4.96	-1.953	-0.046	0.052	0.036
Si	-0.291	3.099	23.791	-0.066	-0.092	-0.131
Si	2.874	-8.043	-1.766	-0.038	-0.012	0.022
Si	6.572	7.081	-5.811	0.141	0.084	-0.014
Si	-6.395	-5.591	-5.144	0.045	-0.018	0.01
Si	-6.71	-6.043	25.97	0.049	0.022	-0.083
Si	1.08	-0.039	-7.42	-0.043	0.082	-0.087
Si	-7.762	-0.183	-6.323	0.141	-0.01	-0.098
Si	-0.167	7.527	-6.375	0.06	-0.145	-0.062
Si	6.78	1.134	-4.406	0.009	-0.045	0.032
Si	1.984	-7.181	-7.444	-0.032	0.044	0.053
Si	5.395	-7.928	23.671	-0.094	-0.079	-0.072
Si	-0.151	-2.774	23.883	0.075	0.133	-0.195
Si	-0.978	3.494	-4.104	-0.043	-0.008	0.04
Si	-3.79	-5.152	-6.57	0.099	0.002	-0.033
Si	3.535	6.568	-6.375	-0.08	-0.167	-0.027
Si	-7.029	-3.437	-2.905	-0.048	-0.073	0.09
Si	6.686	-1.807	-3.128	-0.02	0.09	0.198
Si	5	-5.785	-1.708	0.128	-0.031	0.085
Si	-5.572	-2.476	23.476	-0.033	-0.11	-0.127
Si	-4.984	5.725	-2.039	-0.025	0.109	0.192
Si	-5.278	5.18	-5.057	0.007	0.074	-0.058
Si	8.109	3.056	-2.267	0.068	0.074	0.069
Si	5.288	-4.33	-4.275	0.047	0.051	0.064
Si	3.301	-4.47	-6.763	-0.018	-0.091	-0.04
Si	0.45	1.21	25.811	-0.041	-0.023	-0.021
Si	-0.03	-0.284	-2.103	-0.118	0.069	0.175
Si	-1.153	-4.446	-5.411	-0.104	-0.04	0.024
Si	3.272	1.446	25.524	0.047	-0.08	-0.005
Si	-2.976	-8.136	-2.197	0.088	-0.001	0.117
Si	4.069	1.835	-5.449	-0.092	0.04	-0.025
Si	0.882	-3.01	-7.39	-0.073	0.099	-0.016
Si	-4.248	-1.891	-2.893	-0.067	0.047	0.13
Si	-5.898	-3.094	26.415	-0.1	0.039	0.013
Si	2.914	3.903	-7.466	-0.051	0.058	-0.139
Si	-4.013	6.533	26.144	-0.001	0.034	-0.083
Si	-3.645	2.691	-5.373	-0.06	-0.014	0.129
Si	1.772	6.898	-4.078	0.071	-0.023	0.099
Si	-1.471	-1.079	26.112	-0.068	-0.046	0.058
Si	-2.208	-7.221	-5.183	-0.017	0.081	0.145
Si	7.097	-6.214	-5.743	-0.08	-0.068	0.07
Si	-7.832	5.486	-4.295	0.061	-0.009	0.04
Si	-5.085	0.064	-5.122	-0.086	0.032	-0.037
Si	1.326	-1.378	5.485	0.004	-0.001	0.011
Si	4.092	1.359	5.517	0.004	-0.013	0.029
Si	1.355	4.07	5.508	0.01	-0.009	0.012
Si	4.092	6.821	5.472	-0.007	-0.007	0.008
Si	1.362	9.467	5.421	0.019	0.001	-0.004
Si	4.103	12.181	5.476	0.004	-0.002	0.008
Si	6.834	-1.374	5.467	0.004	-0.006	0.008
Si	9.551	1.362	5.441	0.006	-0.004	0.005
Si	6.836	4.08	5.459	-0.012	-0.007	0.013
Si	-6.783	6.804	5.43	-0.013	-0.01	0.006
Si	6.809	9.533	5.4	-0.006	0.005	-0.006
Si	-6.797	-4.049	5.379	0.005	0	0.01
Si	-4.124	-1.351	5.404	-0.002	0.014	0.008
Si	-1.382	1.36	5.456	0.004	0.015	0.006
Si	-4.052	4.098	5.391	-0.003	-0.001	-0.001
Si	-1.368	6.794	5.415	0.002	0.007	-0.002
Si	-4.111	-6.771	5.422	-0.015	0.006	-0.002
Si	-1.401	-4.068	5.447	-0.004	0.011	0.011
Si	2.714	-0.02	6.832	0.001	0.008	-0.002
Si	5.459	2.739	6.833	-0.011	0.004	-0.003
Si	2.733	5.445	6.826	0.009	-0.006	0.004
Si	5.457	8.189	6.801	-0.009	0.007	-0.006
Si	2.713	10.833	6.804	0.01	-0.004	-0.002
Si	5.456	-2.74	6.809	-0.012	0.006	0
Si	8.188	0.003	6.81	-0.004	-0.006	-0.005
Si	-5.403	2.73	6.778	0.002	-0.002	0.002
Si	-8.132	5.445	6.807	0.01	-0.002	-0.002
Si	-5.451	-8.139	6.792	0.003	0.014	0.004
Si	-8.152	-5.421	6.757	0.002	0.003	-0.002
Si	-5.449	-2.72	6.783	0.009	-0.005	-0.007
Si	-2.761	0.002	6.789	-0.012	0.002	0.001
Si	-0.017	2.704	6.833	0.004	0.004	0
Si	-2.721	5.444	6.789	-0.006	0.008	-0.005
Si	-0.003	8.134	6.793	-0.002	-0.001	0.003
Si	-2.742	-5.439	6.801	0.004	-0.005	0.004
Si	-0.033	-2.733	6.827	0	-0.006	0
Si	1.359	1.354	8.182	0.003	0.006	-0.002
Si	4.092	4.09	8.185	0.019	0.011	0.005
Si	1.354	6.792	8.171	0	-0.005	-0.004
Si	4.083	9.51	8.176	-0.004	-0.003	0.003
Si	1.353	-4.101	8.154	-0.009	0.002	-0.002
Si	4.084	-1.383	8.17	-0.012	-0.011	0.003
Si	6.814	1.356	8.169	-0.011	-0.007	-0.006
Si	-6.775	4.077	8.153	-0.006	0.007	-0.006
Si	6.812	6.81	8.153	-0.002	-0.001	-0.001
Si	-6.812	-6.784	8.147	0.005	-0.004	-0.003
Si	6.817	-4.089	8.16	-0.004	0.001	-0.004
Si	-6.787	-1.362	8.165	0.007	0.01	-0.004
Si	-4.082	1.367	8.167	0.008	0.003	0.002
Si	-1.374	4.082	8.167	-0.005	-0.013	-0.001
Si	-4.081	6.813	8.145	0.005	0.004	-0.008
Si	-1.362	-6.805	8.145	0.002	0.013	-0.007
Si	-4.095	-4.077	8.158	-0.009	-0.004	-0.006
Si	-1.389	-1.353	8.161	0.007	-0.003	-0.009
Si	-0.011	-0.007	9.526	-0.009	0.007	-0.004
Si	2.723	2.721	9.531	-0.002	-0.002	0.003
Si	-0.005	5.433	9.526	0.002	-0.004	-0.002
Si	2.72	8.15	9.526	0.009	-0.001	0.002
Si	-0.006	-5.452	9.517	0.008	-0.007	0.001
Si	2.713	-2.737	9.519	0.011	-0.006	0.003
Si	5.442	-0.005	9.521	0.003	0.005	0
Si	-8.146	2.723	9.519	0.006	-0.005	-0.005
Si	5.453	5.452	9.526	-0.018	-0.001	0.002
Si	-8.158	-8.15	9.517	-0.006	0.017	-0.003
Si	5.444	-5.441	9.519	-0.005	0.004	0.001
Si	-8.153	-2.722	9.52	0.005	0.004	-0.01
Si	-5.439	0.003	9.524	-0.001	-0.004	-0.002
Si	-2.722	2.721	9.528	-0.002	0.002	-0.001
Si	-5.432	5.448	9.515	0.006	-0.004	-0.001
Si	-2.72	-8.16	9.515	0.003	-0.007	-0.001
Si	-5.449	-5.438	9.519	0	0.005	0.001
Si	-2.734	-2.72	9.523	-0.006	0	-0.002
Si	1.357	-1.366	10.881	-0.005	-0.005	-0.001
Si	4.083	1.357	10.885	-0.002	0.002	0.003
Si	1.358	4.079	10.888	-0.002	0.004	0.004
Si	4.077	6.793	10.885	0.004	0.002	0.003
Si	1.361	9.514	10.878	0.002	-0.005	0
Si	4.079	-4.087	10.879	0.003	0.003	0.005
Si	6.805	-1.363	10.877	-0.001	-0.015	0.002
Si	-6.798	1.36	10.883	0.01	-0.015	0.001
Si	-9.512	4.082	10.88	0.001	0.008	-0.003
Si	-6.8	-9.517	10.876	-0.002	0	-0.001
Si	-9.524	-6.802	10.881	-0.008	-0.005	0
Si	-6.801	-4.079	10.885	-0.003	-0.001	0
Si	-4.083	-1.355	10.886	0.001	0.014	0
Si	-1.359	1.363	10.885	-0.002	0.009	0.001
Si	-4.079	4.085	10.88	0.006	-0.01	0
Si	-1.361	6.8	10.879	0.001	0.001	-0.002
Si	-4.084	-6.801	10.877	-0.001	0.011	-0.004
Si	-1.365	-4.083	10.874	0.005	0.002	-0.004
Si	2.719	-0.001	12.247	0.008	0.001	0.006
Si	5.438	2.727	12.242	0.003	-0.004	-0.002
Si	2.714	5.44	12.25	0.004	-0.002	0.003
Si	5.438	8.152	12.235	-0.012	0.004	-0.001
Si	2.721	10.87	12.238	0.003	-0.002	0.005
Si	5.437	-2.721	12.229	-0.001	0.007	-0.006
Si	8.161	0	12.24	-0.003	0.011	0.001
Si	-5.436	2.721	12.236	-0.004	0.011	0.001
Si	-8.159	5.441	12.245	-0.002	-0.002	0.007
Si	-5.445	-8.159	12.241	0.007	-0.005	0.004
Si	-8.17	-5.436	12.239	0.001	0.002	-0.001
Si	-5.442	-2.716	12.242	0.001	-0.003	0.001
Si	-2.724	0.009	12.24	0.003	-0.01	-0.002
Si	0.002	2.718	12.248	-0.004	-0.011	0.002
Si	-2.715	5.437	12.24	-0.001	0.001	0.003
Si	0.009	8.151	12.238	0.007	0.006	0
Si	-2.718	-5.445	12.239	-0.001	-0.002	0
Si	-0.004	-2.724	12.238	-0.002	-0.003	0.006
Si	1.366	1.368	13.612	-0.006	0.003	0.008
Si	4.073	4.085	13.61	-0.011	0.009	0
Si	1.356	6.797	13.619	-0.003	0.009	0.005
Si	4.075	9.499	13.594	0.02	-0.011	0.002
Si	1.363	-4.083	13.593	0.003	0.001	0.009
Si	4.089	-1.364	13.598	0.012	-0.015	-0.002
Si	6.796	1.361	13.594	0.004	0.001	0.005
Si	-6.798	4.07	13.595	0.014	-0.015	0.003
Si	6.787	6.794	13.604	-0.001	0.003	0.003
Si	-6.82	-6.801	13.596	-0.013	0.014	0.002
Si	6.785	-4.077	13.596	-0.015	0.008	-0.004
Si	9.523	-1.354	13.603	0.003	-0.006	0.009
Si	-4.074	1.373	13.605	0.001	-0.004	-0.003
Si	-1.355	4.08	13.607	0.004	0.003	0.003
Si	-4.078	6.795	13.592	-0.002	-0.002	0.007
Si	-1.343	9.515	13.591	0.005	-0.011	-0.005
Si	-4.08	-4.081	13.593	0.009	-0.001	0.002
Si	-1.363	-1.351	13.59	-0.007	0.011	-0.002
Si	-0.004	0.005	14.955	-0.004	-0.013	0
Si	2.716	2.738	14.986	0.012	-0.003	0.005
Si	0.002	5.427	14.981	-0.003	-0.002	0.004
Si	2.726	8.152	14.979	0.005	0.009	0
Si	0.017	-5.449	14.959	0.001	-0.002	-0.004
Si	2.733	-2.731	14.951	0.006	0.015	-0.002
Si	5.441	0.005	14.96	-0.01	0.007	-0.005
Si	8.157	2.713	14.954	0	0.008	-0.004
Si	5.42	5.448	14.978	0.004	-0.009	0
Si	8.134	8.161	14.962	-0.001	0.001	-0.002
Si	5.431	10.86	14.942	-0.01	0.001	0
Si	8.141	-2.706	14.948	-0.007	-0.007	0.005
Si	-5.434	0.014	14.96	-0.002	-0.002	0.006
Si	-2.715	2.73	14.973	0.003	0.005	0.001
Si	-5.436	5.428	14.949	-0.002	0.004	-0.003
Si	-2.694	8.141	14.938	0.003	0.011	-0.003
Si	-5.455	-5.437	14.94	-0.003	-0.006	-0.005
Si	-2.72	-2.711	14.944	0.004	-0.003	-0.004
O	-7.786	-0.344	25.236	0.151	0.544	0.114
O	6.934	3.358	-1.199	-0.276	-0.096	-0.38
O	-5.465	-5.372	-0.436	-0.019	0.099	-0.42
O	4.004	2.511	24.522	-0.283	0.537	0.224
O	-2.634	-0.037	22.155	0.153	0.004	0.646
O	0	6.111	-7.162	0.185	0.09	-0.642
O	4.67	-5.357	-3.206	-0.477	-0.133	-0.353
O	-7.4	1.109	23.054	-0.267	0.467	0.098
O	2.868	7.92	-6.905	-0.087	0.008	-0.349
O	-6.381	7.291	23.178	-0.081	-0.135	0.393
O	-8.097	-5.494	22.143	-0.096	0.037	0.545
O	0.939	-0.904	-0.99	0.148	0.222	-0.152
O	-5.865	-4.706	26.343	0.553	0.107	0.376
O	4.776	-4.459	-0.834	0.524	0.246	-0.259
O	-0.93	0.891	-1.42	-0.055	-0.022	-0.41
O	0.865	-6.241	23.318	0.256	0.268	0.211
O	6.578	-1.582	-1.524	-0.019	-0.337	-0.084
O	3.42	6.887	-1.158	-0.249	-0.204	-0.164
O	-2.768	-5.378	22.106	-0.271	0.029	0.224
O	1.081	3.568	23.087	0.288	-0.157	0.464
O	-1.305	4.323	23.813	0.082	0.269	0.003
O	8.118	-2.479	-3.454	0.127	0.114	-0.3
O	-0.098	-3.896	-6.483	0.078	-0.047	0.13
O	-0.931	1.844	22.993	-0.028	-0.134	0.391
O	-0.123	5.733	-0.637	0.23	-0.228	0.023
O	-5.897	-7.078	-4.681	0.399	-0.042	0.54
O	0.004	-5.515	-0.392	0.041	-0.074	-0.266
O	4.999	6.967	-5.92	-0.096	0.18	0.251
O	4.256	-4.263	-5.49	0.223	0.014	-0.046
O	3.508	-4.371	23.014	-0.595	0.001	0.155
O	6.624	-7.537	22.726	0.227	-0.488	0.355
O	3.521	5.407	-7.505	0.158	-0.051	-0.182
O	-4.576	7.696	25.161	0.198	0.152	0.015
O	-6.347	-6.735	24.561	0.042	0.473	-0.349
O	-5.269	-4.812	-6.012	-0.222	0.494	0.023
O	3.065	2.296	-0.344	-0.168	-0.112	-0.596
O	7.682	1.951	-3.351	0.27	-0.246	0.023
O	2.856	-0.04	22.308	-0.08	0.091	0.016
O	4.288	0.441	-6.229	0.161	-0.153	0.089
O	-4.316	4.574	-1.154	0.231	-0.196	-0.076
O	-7.16	6.992	-4.14	-0.29	0.503	0.317
O	-3.103	-2.927	-3.32	-0.066	-0.197	-0.361
O	-7.009	2.368	-1.386	0.212	0.266	-0.355
O	2.77	1.791	-4.482	0.128	0.02	0.713
O	-7.697	-5.807	-6.078	0.168	0.167	-0.379
O	6.095	3.801	23.102	-0.091	0.244	0.448
O	7.619	-1.501	-6.565	-0.041	-0.502	0.56
O	4.639	7.065	23.143	0.263	-0.165	0.358
O	-4.3	-0.686	-3.951	0.278	0.177	-0.052
O	6.659	-5.061	-4.704	0.377	0.253	0.139
O	-4.021	6.977	-2.293	-0.141	-0.087	-0.103
O	-2.187	6.567	22.949	0.013	0.244	0.159
O	-7.918	4.475	-3.024	-0.047	0.106	0.086
O	-4.979	6.735	-5.458	0.568	0.193	-0.401
O	-1.479	-3.656	-1.399	-0.322	-0.049	-0.203
O	-0.809	0.257	25.498	-0.053	0.035	-0.351
O	-3.063	-0.9	26.462	-0.075	0.322	-0.475
O	-5.497	2.717	22.197	-0.024	-0.255	0.294
O	1.093	5.965	-2.975	0.142	0.154	0.109
O	3.949	-6.933	-1.346	-0.149	-0.122	0.62
O	-7.404	-3.886	-1.393	-0.565	0.241	-0.241
O	2.736	-2.732	-0.368	0.174	0.168	-0.561
O	5.417	-2.697	22.236	-0.011	0.059	0.52
O	-0.987	-1.428	-2.714	-0.206	0.15	-0.376
O	-1.06	-3.447	22.75	-0.263	0.198	0.153
O	2.73	6.046	-5.062	-0.062	-0.538	0.287
O	-3.802	4.472	23.012	-0.03	0.025	0.59
O	6.511	-0.37	-3.851	-0.168	-0.054	-0.277
O	1.494	3.901	-1.465	0.198	-0.17	-0.497
O	-0.842	4.16	-2.638	-0.416	-0.089	-0.078
O	-4.269	4.141	-5.723	0.222	0.301	-0.172
O	-0.175	8.083	22.192	0.21	-0.084	0.331
O	-3.801	-1.382	-1.426	0.698	-0.333	-0.105
O	-6.332	6.265	-1.317	-0.007	0.075	-0.413
O	0.425	-7.58	-7.267	-0.251	0.315	-0.512
O	2.764	5.421	22.267	-0.073	-0.258	0.61
O	0.863	-1.688	23.199	0.131	0.008	0.649
O	-8.113	8.117	-0.555	-0.179	-0.166	-0.541
O	-5.204	5.008	-3.453	0.111	-0.536	0.168
O	-3.05	2.115	-6.745	0.704	-0.396	0.146
O	-2.456	2.868	-4.289	-0.249	-0.389	0.599
O	-5.306	-2.512	25.043	0.589	0.337	0.138
O	0.156	2.394	-4.384	-0.045	0.026	0.299
O	-6.778	-4.721	-3.844	-0.026	-0.108	0.097
O	-5.674	-2.591	-2.825	-0.022	0.074	-0.129
O	2.375	-3.142	-6.777	0.3	0.42	0.233
O	-3.464	-6.64	-6.014	-0.458	-0.29	-0.025
O	7.132	-0.877	23.024	-0.533	0.185	0.517
O	5.566	-2.856	-3.668	-0.346	0.02	-0.396
O	3.895	2.979	-6.582	0.333	0.197	0.018
O	6.149	-6.136	-7.042	-0.285	-0.42	0.09
O	-1.74	7.661	-1.29	0.138	0.167	-0.263
O	0.615	7.562	-4.963	-0.081	0.54	0.444
O	-5.568	0.234	-0.51	-0.068	-0.113	-0.209
O	0.702	-3.929	24.601	0.251	0.179	0.332
O	7.219	6.858	-7.284	-0.148	-0.546	-0.36
O	-1.706	7.815	-6.024	-0.363	-0.404	-0.3
O	-3.121	5.545	25.247	0.208	-0.304	0.284
O	6.38	-1.398	26.158	-0.18	-0.508	-0.283
O	1.491	3.968	-6.699	0.033	-0.204	0.212
O	-2.634	2.695	-0.427	-0.024	0.041	-0.37
O	4.319	-6.734	23.628	-0.237	-0.024	-0.371
O	1.073	0.417	-5.878	-0.182	0.154	0.062
O	-2.657	-4.148	-5.976	-0.21	0.27	0.07
O	4.867	-4.675	25.256	0.597	0.128	-0.2
O	-0.797	-3.733	-4.004	0.451	-0.033	0.125
O	-4.562	-0.403	-6.593	0.561	-0.443	-0.094
O	6.056	-8.092	25.111	0.707	-0.162	0.134
O	8.04	-5.661	26.041	-0.217	-0.002	-0.47
O	-4.414	-7.284	22.921	0.056	-0.394	0.477
O	0.045	-6.122	25.93	-0.356	-0.267	-0.14
O	2.516	-5.66	25.17	0.211	-0.181	0.555
O	8.087	5.516	22.334	0.1	-0.089	0.416
O	5.42	5.346	-0.429	-0.079	0.108	-0.425
O	0.956	0.261	-3.249	0.371	-0.105	0.076
O	6.475	-6.384	-1.4	0.089	-0.061	-0.753
O	-2.537	-7.656	-3.663	0.099	-0.039	-0.069
O	-3.67	-6.899	-1.434	-0.165	0.237	-0.313
O	6.516	2.273	25.154	0.37	-0.451	-0.124
O	0.013	2.681	25.314	-0.019	0.48	0.355
O	6.964	-7.757	-5.228	-0.17	0.169	0.586
O	0.336	-1.483	-7.498	-0.372	-0.189	0.129
O	-6.836	4.811	-5.411	-0.381	-0.677	-0.47
O	1.494	-7.544	-1.103	-0.305	-0.324	-0.478
O	7.019	5.849	-4.846	-0.695	-0.283	0.298
O	5.253	1.346	22.763	0.507	-0.458	-0.17
O	-6.65	-1.353	23.077	-0.043	0.134	-0.494
O	2.633	8.061	-3.343	0.077	0.528	-0.126
O	5.417	1.999	-4.575	-0.07	0.484	0.412
O	-1.169	-2.19	24.993	-0.488	-0.29	0.212
O	2.376	-5.808	-6.68	-0.31	-0.047	0.405
O	-1.074	-6.052	-5.167	0.541	-0.142	0.112
O	-0.651	4.692	-5.147	-0.273	0.468	0.406
O	7.549	1.001	-5.843	-0.116	0.392	-0.453
O	-6.162	-3.888	22.957	0.328	-0.065	0.182
O	-0.893	3.472	-7.376	-0.709	0.115	-0.05
O	5.107	0.29	-0.425	0.095	-0.001	-0.465
O	4.209	0.151	25.86	0.26	-0.153	-0.092
O	-6.884	8	-6.737	-0.075	0.299	-0.026
O	1.84	0.853	25.034	0.024	-0.17	-0.447
O	-4.799	1.654	-4.89	-0.345	0.274	0.173
O	-4.181	-2.065	22.799	0.366	-0.127	0.292
O	-6.672	-0.317	-5.108	-0.005	-0.018	0.38
O	-7.451	-2.606	26.545	-0.534	-0.456	0.09

Results
total energy: -101655.618 eV
total energy less fixed offsets of O -438.25, Si -107.07 eV per atom: -2.418 eV
